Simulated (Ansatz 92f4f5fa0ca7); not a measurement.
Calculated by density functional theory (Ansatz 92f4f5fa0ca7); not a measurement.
Periodic cell of 122 atoms, Si78O44, from a study of silicon, its oxide and their interface. The atomic structure is a simulated model.

Settings: functional r2SCAN; potential files Ansatz norm-conserving; basis plane waves; wave-function cutoff 1300 eV; density cutoff ratio 4; exchange-correlation grid ratio 1; k mesh 2 x 2 x 1, shifted by 0.5 0.5 0.5 of a step; self-consistency stop 5e-08 eV per atom in the density residual; occupations Fermi-Dirac, 0.05 eV; spin none; net charge 0.

Cell vectors (angstrom)
a 10.9364 -0.1063 0.0739
b -0.1063 11.0141 0.0364
c 0.118 0.0582 17.4634

Atoms: element, x, y, z (angstrom)
Si 0.2348 0.2143 -0.1331
Si 2.5897 2.785 0.5826
Si 0.5167 5.136 0.1642
Si 2.9567 7.4561 -0.0765
Si 5.6414 0.0135 -0.4786
Si 7.4129 3.124 -0.1557
Si 5.404 5.6047 0.1101
Si 7.7475 8.3691 -0.5615
Si 1.3272 1.1371 1.5316
Si 4.2541 4.1866 1.599
Si 1.3673 6.6701 1.5976
Si 4.073 9.5677 1.1815
Si 6.5581 1.4284 1.0768
Si 9.3656 3.9322 1.2745
Si 6.9273 7.1266 1.3368
Si 9.4157 9.6232 1.0869
Si 0.0086 2.6927 2.545
Si 2.8567 -0.3179 2.6884
Si 0.0064 8.316 2.3251
Si 3.1035 5.5829 2.8736
Si 5.5867 2.7226 2.6912
Si 8.0252 -0.2863 2.6478
Si 5.5555 8.5155 2.5432
Si 8.2236 5.6806 2.701
Si 1.3667 4.1456 3.9567
Si 4.4089 1.2628 3.956
Si 0.8977 10.0241 4.0162
Si 4.1233 7.3196 3.9988
Si 6.8538 4.2267 4.2266
Si 9.6143 1.2219 4.3281
Si 6.6293 9.7879 4.2699
Si 9.6664 6.9036 4.2434
Si -0.1938 0.0603 5.5471
Si 3.0387 2.6753 5.2049
Si 0.0081 5.3038 5.3173
Si 2.342 8.4974 5.2411
Si 5.4852 0.1284 5.5566
Si 8.2051 2.9697 5.5629
Si 5.5379 5.7287 5.2362
Si 8.2949 8.1161 5.5203
Si 1.3446 1.3572 6.9552
Si 4.4009 4.1645 6.4852
Si 1.2829 6.72 6.4167
Si 3.9463 9.6193 6.583
Si 6.7682 1.5791 6.8888
Si 9.5391 3.9985 6.9218
Si 6.8559 6.71 6.7052
Si 9.611 9.3814 6.975
Si -0.099 2.5795 8.2687
Si 2.7857 -0.2404 8.2101
Si 0.3586 8.1529 8.0378
Si 2.6413 5.3738 7.681
Si 5.4934 3.3055 8.3687
Si 8.3939 -0.1144 7.9041
Si 5.3095 7.9276 7.9885
Si 8.3656 5.4969 8.3515
Si 1.6116 3.9288 9.6579
Si 5.0126 1.0934 11.1199
Si 2.4532 8.926 9.3517
Si 3.4802 6.894 8.9557
Si 6.8224 5.1503 10.3222
Si 9.5452 1.0354 9.6717
Si 6.723 9.9643 9.7073
Si 9.6015 7.1244 9.8775
Si -1.63 9.2115 14.6639
Si 3.9315 1.8898 9.1873
Si 13.6102 8.3342 12.4083
Si -3.0308 2.6666 11.2922
Si -1.8879 1.1569 15.525
Si 1.6681 -1.8019 15.1017
Si 2.5161 1.5619 12.8963
Si 11.8687 -6.2792 14.677
Si 3.7564 4.1246 13.6597
Si 4.811 6.5401 11.8436
Si 0.5997 5.7718 11.7708
Si -1.963 9.964 11.5456
Si 10.5193 2.1459 13.1978
Si 4.095 12.7918 15.4692
O -0.7141 1.2754 -0.9254
O 2.3787 -1.8905 -3.8194
O 3.65 2.1317 -0.5299
O 1.4979 3.8094 -0.1124
O 0.186 5.3568 -1.419
O -0.917 5.9134 -6.5036
O 2.2634 9.356 -6.3878
O 2.226 7.9807 -1.5088
O 5.3078 0.6227 -1.994
O 6.5429 -1.5287 -0.4518
O 7.9207 2.3813 -1.5938
O 5.9517 3.9226 -0.5099
O 4.0888 6.3679 -0.5133
O -1.7794 13.7912 -5.3202
O 11.1502 3.225 -3.3017
O 2.5059 2.5265 9.8244
O 4.1902 7.9085 12.4344
O 5.4308 -0.2362 10.2746
O -1.0519 11.3105 11.0861
O 5.7548 8.625 9.4764
O 4.4676 3.227 14.8461
O 4.2234 6.3886 10.324
O 5.4907 4.2665 9.7295
O 2.3999 4.9199 14.241
O 7.7365 4.1262 11.1523
O 7.9653 1.7362 9.981
O 7.3259 9.9551 11.3702
O 9.3435 8.5843 10.6004
O 12.6016 7.029 12.0859
O 6.2401 13.1225 11.8824
O 3.6562 0.7877 11.9434
O 8.7114 -3.0759 15.4828
O 0.9659 1.5507 12.5977
O 9.0456 9.4515 13.2364
O 1.681 -6.1697 10.9907
O -1.0471 1.2151 14.1324
O 1.3616 -0.5886 16.2349
O 4.4925 5.2413 12.8945
O -4.5937 6.6271 11.1378
O 0.0318 5.5888 13.2729
O -2.1401 -11.4542 15.3533
O 3.0614 3.1059 12.6217
O 11.115 -2.2842 14.7587
O 3.0741 1.116 14.3767

Results
free energy: -29587.844 eV
free energy less fixed offsets of O -463.61, Si -117.95 eV per atom: 11.096 eV
pressure: -3.05 GPa
stress xx, yy, zz, yz, xz, xy (GPa, positive in tension): 3.72, 2.33, 3.09, 1.18, 0.77, -1.18

Forces (eV/angstrom), in the order of the atoms: element, x, y, z
Si -0.3929 -2.2899 -1.7534
Si 1.1491 0.7626 -0.7435
Si -1.7583 -2.7096 -0.17
Si -1.046 2.3331 -0.2739
Si -0.0508 -3.5828 1.3152
Si 0.2976 -0.2715 -0.6331
Si -0.2273 -2.815 1.6469
Si -0.4433 2.5651 3.7587
Si 1.9313 0.4464 0.6992
Si -0.589 -0.3327 -0.467
Si 2.1855 -0.0065 -1.1326
Si -0.6415 -0.2835 -2.2357
Si 1.7099 -1.1891 1.2492
Si 0.4556 1.6534 -0.4341
Si 0.1492 -1.5693 -1.697
Si 0.1401 -0.9561 -0.6807
Si -1.5455 -0.1406 1.7955
Si -0.3149 1.7587 0.5979
Si -1.5977 1.2177 2.1752
Si -2.5374 0.2762 1.0601
Si 0.4285 0.6914 1.0975
Si 1.5574 2.5257 -0.7991
Si -0.533 0.0318 1.2828
Si 0.602 -1.3046 0.4026
Si 1.8972 -1.0297 -0.655
Si -2.1229 -0.4073 -0.7242
Si 2.0356 -2.7858 -1.4092
Si -0.1532 -0.669 0.1717
Si 0.6729 -0.0784 -2.8507
Si -2.4379 2.7598 -3.1062
Si 1.4526 -2.0986 -0.2566
Si 0.5252 -1.0315 -2.6782
Si 1.5819 -0.1198 2.1188
Si -1.8488 0.0463 1.029
Si -1.8471 0.4273 -0.0763
Si 0.9124 -0.464 -0.3655
Si -0.1125 -0.0479 0.4931
Si -0.9033 -2.7856 -1.1639
Si -1.8472 0.249 -0.431
Si -1.4075 1.4205 0.1272
Si 1.101 -1.1004 -1.0615
Si -1.2867 0.6876 0.7165
Si 0.8089 1.2647 1.0041
Si 0.1534 -0.4524 1.205
Si 1.1163 0.24 1.0008
Si 1.7174 0.6923 2.0038
Si 1.8309 0.6867 2.0595
Si 0.532 -1.0354 -0.4464
Si 0.5381 1.7612 1.3351
Si 1.2294 3.4828 -1.5393
Si -0.6727 -0.0613 1.6945
Si -0.6056 -2.4402 0.164
Si -0.4986 -0.8371 -1.0144
Si -1.6632 0.406 2.0451
Si -0.6223 1.2144 -0.077
Si -2.0104 1.7494 0.7878
Si 0.349 -1.0445 -2.3068
Si 1.0142 1.5572 -1.3193
Si -2.031 -0.1417 3.143
Si 1.9894 1.0066 1.4215
Si -0.3008 0.1674 -1.2439
Si -1.7898 -0.7742 -0.5521
Si -2.2933 0.5676 3.1413
Si 2.4831 -1.3594 -0.284
Si 3.9861 2.4453 -0.2518
Si -1.0093 -1.5024 0.7951
Si -2.2311 -2.1431 -1.9094
Si -2.0492 0.5477 1.322
Si 1.5213 1.7356 -0.3372
Si 0.2437 -0.1575 0.5378
Si 3.9115 1.2011 -0.5116
Si -0.7287 0.144 -4.5805
Si -3.5447 -1.3323 1.4321
Si -0.7101 -1.0014 -1.2824
Si -0.7442 5.4662 3.6304
Si -1.5313 -1.4587 0.195
Si 1.7029 1.8006 1.4714
Si -1.8199 -0.372 -1.2206
O -0.864 0.0649 0.4884
O -1.211 1.8841 3.1193
O -0.7525 -1.2211 -0.0687
O 0.4863 0.3137 0.466
O -0.0619 0.8569 -1.0787
O -0.3813 2.6422 -2.3714
O 0.1625 -0.81 -2.4813
O 0.6249 -0.2258 1.2044
O -0.1668 -0.0694 1.3647
O 0.2356 0.6211 -1.5648
O 1.4405 -2.552 -0.3474
O 2.088 2.5832 0.0669
O 0.6343 -0.0281 -0.906
O -0.3088 -1.467 -0.1312
O -1.0316 -1.3247 0.696
O -0.221 1.7123 -0.0911
O 1.4467 -0.8475 0.2288
O 1.6452 0.4928 -0.1035
O -1.49 -0.7864 -0.9534
O 1.7105 -0.3059 -1.8972
O 0.7076 2.1153 -2.0649
O -2.1185 -0.3532 0.8251
O 1.6917 0.4727 -0.1099
O 0.5356 0.0109 1.6154
O -0.4556 1.3803 0.2052
O 3.0154 -0.2734 0.4097
O 2.1732 0.214 -1.8759
O 0.1078 -0.2308 0.7457
O -0.4067 -0.2553 -0.1803
O -0.418 -1.8563 -0.0105
O -0.6935 -0.4229 1.1269
O -1.7535 -1.2444 0.7382
O -0.622 -0.9572 -1.0104
O 0.1056 0.2139 -3.2181
O 1.199 -3.1941 -2.1647
O -1.5906 -0.0048 -0.3533
O 0.0339 0.4396 0.0183
O 2.7773 3.3595 -2.3839
O 1.3266 -2.214 0.9534
O 1.1308 -0.1784 1.6684
O 0.1959 -0.4453 0.47
O -0.0309 -0.8086 0.3528
O -4.0623 0.4684 -0.1358
O -0.2442 0.4211 1.2915
